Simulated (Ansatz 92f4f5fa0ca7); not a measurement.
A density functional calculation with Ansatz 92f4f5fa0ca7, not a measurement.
Periodic cell of 224 atoms, Si128O64H32, with a vacuum gap, from a study of silicon, its oxide and their interface. The atomic structure is a simulated model.

Settings
functional: r2SCAN
potential files: Ansatz PAW
basis: plane waves
wave-function cutoff: 800 eV
density cutoff ratio: 5
exchange-correlation grid ratio: 1
k mesh: 1 x 1 x 1, shifted by 0.5 0.5 0 of a step
self-consistency stop: 1e-11 eV per atom in the density residual
occupations: fixed
spin: none
net charge: 0
applied field: sawtooth along c, amplitude +0.015 V/angstrom in the program's sign convention, ramp centred at 0.9881 of c and 0.0237 of c wide, no dipole correction

Cell vectors (angstrom)
a  10.88  0  0
b  0  10.88  0
c  0  0  42.1556

Atoms: element, x, y, z (angstrom)
Si  2.4124  -2.6231  27.1692
Si  5.0661  0.0072  27.2139
Si  2.8807  2.1911  27.2217
Si  5.6759  -5.8823  27.1927
Si  -2.5673  -3.2409  27.0821
Si  0.2294  -0.4079  27.1105
Si  7.874  2.8117  27.1735
Si  -0.3627  -5.4592  27.0594
Si  3.9493  -1.5342  28.5557
Si  6.7118  1.1769  28.4146
Si  4.0421  -7.041  28.4277
Si  6.792  -4.3205  28.5113
Si  -1.4112  -1.5959  28.3374
Si  1.324  1.0861  28.5477
Si  9.4293  3.9215  28.5039
Si  1.2459  -4.2862  28.3577
Si  2.6363  -0.2234  29.9654
Si  5.3784  2.506  29.8468
Si  2.6396  -5.6477  29.7152
Si  5.3748  -2.9361  29.7843
Si  8.0976  -0.2245  29.7082
Si  10.8102  2.5112  29.7824
Si  8.1097  5.2383  29.9217
Si  -0.0838  -2.937  29.787
Si  1.2554  -1.6114  31.2115
Si  4.0266  1.1619  31.2254
Si  1.3006  -7.0014  31.1213
Si  3.9988  -4.3056  31.1157
Si  6.7429  -1.5622  31.1187
Si  9.4401  1.1339  31.1103
Si  6.7284  3.8588  31.209
Si  9.4722  -4.266  31.2092
Si  1.337  -1.3744  8.2869
Si  4.0702  1.3657  8.2776
Si  1.3844  4.0804  8.2665
Si  4.0901  -4.0798  8.3098
Si  6.8038  -1.3663  8.2876
Si  -1.365  1.3437  8.2904
Si  6.7921  4.0883  8.2891
Si  -1.347  -4.0501  8.2671
Si  2.7055  -0.0132  9.6039
Si  5.4267  2.721  9.6451
Si  2.7194  5.4368  9.658
Si  5.448  -2.7059  9.6627
Si  -2.7186  -0.0258  9.6638
Si  0.031  2.708  9.5928
Si  8.1684  5.481  9.5916
Si  -0.0129  -2.7151  9.6871
Si  1.3513  1.3218  10.9572
Si  4.0682  4.0717  11.0153
Si  1.3678  -4.0808  11.0296
Si  4.0549  -1.3327  10.9891
Si  -4.0978  1.3412  10.9853
Si  -1.3157  4.1198  10.8731
Si  6.8427  -4.0574  10.9925
Si  -1.375  -1.3645  11.0748
Si  -0.0065  0.0133  12.3963
Si  2.7103  2.6616  12.323
Si  0.0013  -5.4596  12.3441
Si  2.7153  -2.71  12.3827
Si  5.4018  0.0344  12.3815
Si  -2.6787  2.7552  12.1736
Si  5.4609  5.4445  12.3112
Si  -2.7261  -2.7065  12.4661
Si  1.5859  -1.1228  13.706
Si  3.8128  1.1418  13.7465
Si  1.1224  3.7715  13.5929
Si  4.3557  -3.8498  13.6186
Si  6.4798  -1.562  13.6936
Si  -1.1906  1.6679  13.5824
Si  -3.8026  4.266  13.5196
Si  -1.5941  -4.3771  13.6861
Si  -0.0754  -1.416  16.3026
Si  5.0331  -2.7247  20.2739
Si  5.7571  -5.4815  20.1304
Si  7.091  2.905  20.4302
Si  9.2122  0.9551  25.1109
Si  3.9935  -4.7442  22.1445
Si  8.8293  1.3615  22.0522
Si  1.5605  -6.8531  25.1014
Si  0.5734  1.4732  17.3868
Si  6.422  -0.6282  22.2037
Si  0.0206  2.5317  20.0854
Si  -0.1042  -4.1932  16.4704
Si  6.8221  3.5776  16.5081
Si  4.4514  1.499  21.3077
Si  4.4238  -0.2466  18.8671
Si  -1.1274  3.9323  17.6882
Si  7.0939  1.0603  18.0892
Si  2.564  -5.3301  15.7057
Si  4.2894  4.2858  17.8207
Si  3.4681  1.5583  16.7106
Si  6.9578  -1.2919  25.1415
Si  3.7718  -4.545  25.1728
Si  -2.5845  -0.149  15.6718
Si  2.1823  3.5731  22.1343
Si  2.6546  -2.9632  32.5182
Si  5.3952  -0.2234  32.5255
Si  2.6434  -8.3473  32.5237
Si  5.3519  -5.6442  32.5139
Si  8.0826  -2.9073  32.5203
Si  10.7831  -0.2071  32.5135
Si  8.1025  2.4813  32.5142
Si  -0.0454  -5.6572  32.5188
Si  4.0167  -1.5884  33.8663
Si  6.7473  1.1372  33.8807
Si  4.0057  -7.0003  33.8776
Si  6.7192  -4.2818  33.8667
Si  9.4344  -1.5535  33.8801
Si  1.2787  1.1534  33.8631
Si  -1.4186  -7.0252  33.8634
Si  1.3061  -4.3101  33.8858
Si  2.6474  -0.2159  35.2085
Si  5.3789  2.5119  35.2086
Si  2.6607  -5.6572  35.2448
Si  5.3666  -2.9366  35.2436
Si  8.0893  -0.2104  35.25
Si  -0.0691  2.5049  35.2383
Si  8.091  -5.6549  35.2079
Si  10.8082  -2.928  35.2032
Si  -0.008  -0.0072  6.9197
Si  2.7291  2.722  6.903
Si  0.0068  -5.4387  6.9358
Si  2.719  -2.7295  6.9534
Si  5.4396  0.0001  6.9437
Si  8.1574  2.7193  6.9485
Si  5.4369  5.4444  6.9265
Si  8.1603  -2.7108  6.9094
O  3.2068  -3.2122  25.8732
O  8.6881  2.2818  25.8611
O  2.7445  -0.0428  14.0707
O  7.8452  0.0772  21.8138
O  4.3026  -1.839  19.1316
O  -2.0684  1.1632  14.8732
O  8.1277  5.4078  13.9958
O  2.0473  2.7455  25.9418
O  6.5852  -1.4399  23.5879
O  3.983  1.1103  26.6576
O  5.3751  -5.4822  21.7101
O  5.4125  -2.7169  14.1674
O  2.6703  -5.7043  25.2436
O  -0.4452  5.3749  17.355
O  0.1172  -0.0603  17.1534
O  6.6803  3.5264  14.9096
O  3.3238  2.4047  22.0411
O  3.7198  0.142  17.467
O  1.3286  -1.5215  26.6032
O  4.1921  1.6848  15.2579
O  -0.8161  1.487  21.0108
O  0.191  -6.2445  25.7238
O  7.9328  2.7009  21.7952
O  4.4752  -6.0967  19.3378
O  7.5327  -2.6727  25.7548
O  3.7778  -4.6375  14.9174
O  -0.0537  2.7386  14.0991
O  1.945  4.2932  14.9039
O  6.4732  2.0806  17.01
O  0.827  1.6644  18.9756
O  -0.4748  2.6354  16.9495
O  3.8751  -3.4362  21.1794
O  4.1012  -4.1991  23.6458
O  6.7595  -6.9859  26.6394
O  8.1462  0.1717  17.2545
O  1.0602  -1.6098  15.169
O  5.6847  4.5837  17.0582
O  1.0787  3.3366  20.9907
O  5.1075  -5.0796  25.8929
O  5.6386  -0.8134  25.9296
O  1.4032  -4.268  15.927
O  -1.4714  -1.2902  15.4963
O  9.4129  -4.347  26.5543
O  -0.9103  3.6252  19.2842
O  1.8827  1.7102  16.486
O  5.953  -3.9334  19.6662
O  3.0784  5.0881  17.1514
O  5.9971  0.0993  18.7426
O  9.4261  1.2969  23.5502
O  6.9349  -0.7527  15.0485
O  7.0607  -6.4245  19.9429
O  5.9975  -1.7286  21.1073
O  2.7945  -5.8123  21.9742
O  -0.1675  -2.7507  17.2322
O  1.4218  3.5456  23.569
O  -2.6374  4.0408  17.1199
O  5.2524  0.5079  22.3298
O  -0.3062  0.3929  25.7802
O  8.0919  -0.1724  25.3127
O  5.5511  2.4831  20.6503
O  7.7427  1.9396  19.2858
O  3.8072  0.5882  20.123
O  3.9411  2.7124  17.7455
O  -1.0585  -4.0493  15.1799
H  1.8254  -1.0375  36.141
H  3.4714  0.6037  36.141
H  4.5581  1.689  36.141
H  6.1973  3.337  36.141
H  1.8362  -6.4762  36.1772
H  3.4807  -4.8335  36.1772
H  6.1883  -2.1147  36.1761
H  4.5474  -3.761  36.1761
H  8.9116  0.6109  36.1825
H  7.2685  -1.0331  36.1825
H  -0.8923  1.6845  36.1707
H  0.7536  3.3259  36.1707
H  7.2662  -6.4737  36.1404
H  8.9093  -4.8297  36.1404
H  11.6319  -2.1081  36.1357
H  9.9859  -3.7493  36.1357
H  -0.8317  -0.8271  5.9872
H  0.8141  0.8144  5.9872
H  1.9052  1.9023  5.9706
H  3.5499  3.5448  5.9706
H  0.8314  -4.6196  6.0034
H  -0.8158  -6.2596  6.0034
H  1.8991  -3.5531  6.0209
H  3.5382  -1.9051  6.0209
H  4.6179  -0.8218  6.0113
H  6.2605  0.8228  6.0113
H  7.3351  1.898  6.0161
H  8.9806  3.5397  6.0161
H  4.6185  4.6192  5.994
H  6.2617  6.2631  5.994
H  8.9826  -1.8896  5.977
H  7.3419  -3.5361  5.977

Results
free energy: -118879.762 eV
free energy less fixed offsets of H -15.71, O -570.45, Si -639.56 eV per atom: -4.562 eV

Forces (eV/angstrom), in the order of the atoms: element, x, y, z
Si  -0.0124  0.0018  0.0292
Si  -0.0031  0.008  0.0328
Si  0.0027  0.005  0.0325
Si  -0.0029  -0.0023  0.0329
Si  0.0015  0.0033  0.0322
Si  -0.0021  -0.0054  0.0337
Si  -0.0085  0.0004  0.0311
Si  0.0021  0.0013  0.0312
Si  0.0018  -0.001  -0.0071
Si  -0.0003  -0.0023  -0.0019
Si  0.0016  0.0035  -0.0027
Si  -0.0029  0.0011  0.0009
Si  0.005  0.0027  -0.0025
Si  0.0013  -0.0034  -0.0057
Si  -0.0035  0.0001  0.0007
Si  0.0006  0.0015  -0.0073
Si  0.0006  0.002  -0.0191
Si  0.0058  -0.001  -0.0149
Si  0.005  -0.0021  -0.0063
Si  0.0078  -0.0014  -0.0164
Si  0.0037  -0.0029  -0.0081
Si  0.0088  0.0001  -0.0159
Si  0.0034  0.0021  -0.0086
Si  0.0019  -0.0023  -0.0156
Si  -0.0011  0.0004  0.0109
Si  0.0021  0.0007  0.0113
Si  0.0005  -0.0006  0.0126
Si  0.0016  -0.0022  0.0108
Si  -0.0006  -0.0019  0.0115
Si  0.0011  -0.0053  0.0119
Si  0.0005  -0.0071  0.0113
Si  0  0.0028  0.0101
Si  -0.0073  -0.0126  -0.1827
Si  0.0074  0.001  -0.185
Si  0.0126  0.0087  -0.1864
Si  0.0039  -0.0062  -0.1796
Si  0.0076  0.0022  -0.1876
Si  -0.009  -0.0166  -0.1812
Si  -0.0039  -0.0017  -0.176
Si  0.0105  0.0109  -0.1854
Si  0.0009  -0.0013  -0.0172
Si  0.0014  -0.0019  -0.0207
Si  -0.004  -0.0051  -0.0231
Si  -0.0028  0.0003  -0.0201
Si  -0.0015  0.0039  -0.0224
Si  -0.0015  0.0009  -0.0193
Si  -0.0012  -0.0058  -0.0124
Si  -0.0008  -0.003  -0.0223
Si  0.002  0.0023  -0.0087
Si  -0.0062  0.0001  -0.0092
Si  0.0007  -0.0018  -0.0116
Si  -0.0044  0.0042  -0.0015
Si  -0.0061  0  -0.0082
Si  -0.0044  0.0001  -0.0059
Si  0.0028  -0.0043  -0.0028
Si  -0.0067  -0.0003  -0.0078
Si  0.0055  0.0093  0.0151
Si  -0.0057  -0.0024  0.0099
Si  -0.0009  -0.0088  0.007
Si  0.0081  0.0083  0.0156
Si  -0.007  -0.006  0.015
Si  0.0039  0.0073  0.0076
Si  0.0069  0.0085  0.0146
Si  -0.0021  -0.0004  0.0115
Si  0.0053  -0.0037  0.0237
Si  -0.002  -0.0042  0.0162
Si  0.0087  0.0008  0.0208
Si  -0.0069  -0.006  0.0209
Si  0.0051  0.0005  0.0206
Si  -0.0116  0.006  0.0166
Si  0.001  -0.0045  0.027
Si  0.0041  -0.0108  0.0221
Si  -0.0056  0.0087  0.0485
Si  0.0008  -0.0063  0.0528
Si  0.0042  0.0125  0.0481
Si  -0.0028  -0.0007  0.0512
Si  -0.0033  0.0002  0.0706
Si  -0.0105  0.0003  0.0675
Si  0.005  -0.0156  0.072
Si  0.0017  0.0069  0.0662
Si  0.0071  0.0135  0.048
Si  0.006  -0.0038  0.0635
Si  0.0029  -0.0046  0.0728
Si  0.0029  -0.0106  0.0426
Si  0.0001  0.0016  0.0771
Si  0.002  0.0021  0.0572
Si  -0.0037  -0.0026  0.0575
Si  0.0026  -0.0127  0.0509
Si  -0.0083  0.006  0.0597
Si  0.001  0.0046  0.0428
Si  0.0117  0.0032  0.0565
Si  0.0085  -0.0043  0.0555
Si  -0.0033  -0.0063  0.0654
Si  -0.0063  -0.0045  0.0652
Si  0.0034  0.0076  0.0516
Si  -0.009  0.0173  0.0732
Si  0.0035  0.0014  0.026
Si  0.0068  -0.0055  0.0243
Si  -0.0034  -0.0025  0.0251
Si  -0.004  -0.0011  0.0266
Si  -0.0006  -0.0042  0.0244
Si  0.0037  -0.0094  0.0274
Si  -0.0006  0.0088  0.0288
Si  0.0025  -0.0001  0.0235
Si  0.0056  0.0109  0.1751
Si  -0.0151  -0.0071  0.1758
Si  0.0102  -0.0146  0.1781
Si  0.0142  -0.0031  0.1737
Si  -0.0055  -0.0199  0.1792
Si  0.0115  0.0006  0.1775
Si  0.0154  0.0146  0.1767
Si  -0.0053  0.0042  0.171
Si  0.0266  0.0076  0.2442
Si  -0.0316  -0.0279  0.3383
Si  -0.047  0.021  0.4327
Si  0.0173  0.0058  0.2874
Si  0.0081  -0.0075  0.4141
Si  0.0036  0.0051  0.2906
Si  -0.0082  0.0137  0.2359
Si  0.0266  -0.0335  0.3449
Si  -0.045  -0.052  -0.2709
Si  0.0426  0.0413  -0.3458
Si  0.0431  0.0704  -0.3571
Si  -0.0538  -0.037  -0.2977
Si  0.0361  0.0285  -0.3319
Si  -0.039  -0.0363  -0.313
Si  -0.0129  -0.0119  -0.2447
Si  0.042  0.0349  -0.3043
O  0.0054  -0.0106  -0.0264
O  0.015  -0.0153  -0.0332
O  -0.0042  0.0009  -0.0144
O  -0.0002  0.0057  -0.0179
O  -0.005  0.0127  -0.0235
O  0.0058  0.0075  -0.0262
O  -0.0015  0.0047  -0.0162
O  -0.0077  0.0141  -0.032
O  -0.0077  0.006  -0.0501
O  -0.0006  -0.0023  -0.0114
O  0.0116  -0.0052  -0.0322
O  0.0005  -0.0033  -0.006
O  -0.0005  -0.0023  -0.0203
O  0.0059  0.0136  -0.0226
O  -0.0098  -0.0194  -0.0187
O  0.0092  0.0096  -0.0336
O  0.0056  -0.0057  -0.0252
O  -0.0082  0.0125  -0.0317
O  0.0013  0.0004  -0.0067
O  0.001  -0.0047  -0.0474
O  0.0122  0.0068  -0.038
O  0.0067  -0.0128  -0.0287
O  -0.0109  0.0047  -0.0313
O  -0.0079  -0.0082  -0.039
O  -0.01  0.0178  -0.0296
O  0.014  0.0157  -0.0337
O  0.002  -0.0045  -0.0204
O  -0.0106  -0.0128  -0.0297
O  0.0013  0.0079  -0.0228
O  0.0017  -0.0058  -0.0415
O  0.0048  -0.0037  -0.024
O  0.0007  0.0102  -0.0282
O  0.0073  -0.0077  -0.0543
O  0.0034  0.0003  -0.0125
O  0.0159  -0.0095  -0.0358
O  0.0136  -0.0065  -0.0377
O  0.0109  -0.007  -0.0254
O  -0.0123  -0.0058  -0.0365
O  -0.0165  0.0107  -0.0294
O  0.0071  -0.0127  -0.0303
O  0.0006  0.0027  -0.0175
O  -0.0019  0.004  -0.011
O  0.0004  -0.0007  -0.0123
O  -0.0094  0.0145  -0.0359
O  0.0088  0.0036  -0.0237
O  0.0008  -0.0036  -0.0219
O  -0.0148  0.0075  -0.0309
O  0.0045  -0.0002  -0.019
O  -0.0007  0.0075  -0.0569
O  -0.0053  -0.0095  -0.0278
O  0.0006  0.0013  -0.0138
O  -0.0091  -0.0133  -0.0362
O  0.0065  -0.0036  -0.016
O  0.0013  0.0006  -0.0206
O  0.0064  -0.0069  -0.0499
O  -0.0051  -0.0006  -0.0223
O  -0.0103  0.0153  -0.0314
O  -0.0138  0.006  -0.0246
O  -0.0064  0.0015  -0.0269
O  0.0089  0.0001  -0.0245
O  -0.0074  -0.0106  -0.0343
O  0.0007  -0.0137  -0.0346
O  -0.0092  -0.0065  -0.0233
O  -0.0149  -0.0059  -0.039
H  0.3072  0.3088  -0.2656
H  -0.2871  -0.2797  -0.2715
H  0.2862  0.2881  -0.2579
H  -0.3121  -0.3188  -0.2593
H  0.3123  0.2841  -0.2618
H  -0.3144  -0.3186  -0.262
H  -0.2977  -0.2873  -0.2821
H  0.3114  0.3125  -0.2772
H  -0.3078  -0.3087  -0.26
H  0.291  0.3027  -0.2684
H  0.3016  0.305  -0.2803
H  -0.2912  -0.2971  -0.2813
H  0.3165  0.308  -0.2662
H  -0.2871  -0.3036  -0.2712
H  -0.315  -0.3082  -0.2551
H  0.297  0.3043  -0.2581
H  0.3284  0.3238  0.2549
H  -0.2696  -0.2739  0.2957
H  0.2659  0.2875  0.2752
H  -0.2875  -0.3456  0.2452
H  -0.3148  -0.3292  0.2282
H  0.2743  0.297  0.2701
H  0.35  0.2849  0.2531
H  -0.2959  -0.2742  0.2764
H  0.2967  0.283  0.2611
H  -0.3037  -0.3123  0.249
H  0.2958  0.3182  0.2534
H  -0.2769  -0.2981  0.2753
H  0.2814  0.335  0.2791
H  -0.2954  -0.2833  0.2839
H  -0.3663  -0.2828  0.25
H  0.3012  0.2735  0.2762

The program warned: the cutoff lies below the one the program advises for these potential files; the forces do not sum to zero within the program's tolerance; empty levels may hold ghost states of the PAW files; the exchange-correlation potential is rough where the density is thin.
